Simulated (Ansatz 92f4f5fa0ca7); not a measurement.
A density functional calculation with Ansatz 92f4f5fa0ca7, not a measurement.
Periodic cell of 226 atoms, Si133O92As1, from a study of silicon, its oxide and their interface. The atomic structure is a simulated model.
Doubt: the cutoff is far below the 930 eV that the study's wrapper takes by default for these files, so forces and energies are approximate.
This geometry differs little from another in the collection (a relaxation step or a small displacement).

Settings
functional: PBE
potential files: Ansatz PAW
basis: plane waves
wave-function cutoff: 580 eV
density cutoff ratio: 5
exchange-correlation grid ratio: 1
k mesh: 1 x 1 x 1, Gamma-centred
self-consistency stop: 5e-08 eV per atom in the density residual
occupations: fixed
spin: none
net charge: +1 e, with a uniform compensating background and no finite-size correction

Cell vectors (angstrom)
a, 10.938, 0, 0
b, 0, 10.938, 0
c, 0, 0, 31.9494

Atoms and the computed forces on them: element, x, y, z (angstrom), force x, y, z (eV/angstrom)
Si, 10.6249, 0.0029, 24.4085, -0.0216, 0.0005, 0.0795
Si, 5.0759, 0.1227, 24.6582, 0.002, 0.016, 0.0379
Si, 2.8225, 2.2909, 24.5202, 0.0237, -0.0008, 0.0747
Si, 8.5707, 2.4381, 24.5549, -0.0001, -0.017, 0.0463
Si, 10.7079, 5.5857, 24.3262, 0.0148, 0.034, 0.054
Si, 5.1566, 5.6174, 24.4387, -0.0214, -0.0051, 0.075
Si, 2.9883, 7.9573, 24.3983, -0.0042, -0.0275, 0.0507
Si, 8.4184, 7.8287, 24.4074, 0.0197, 0.0064, 0.0807
Si, 1.2922, 1.1314, 25.8372, 0.0035, 0.0058, -0.0548
Si, 6.8166, 1.3296, 25.7346, -0.0185, 0.0012, -0.021
Si, 3.9855, 4.011, 25.7251, 0.0036, -0.0042, -0.0258
Si, 9.6906, 4.0227, 25.8489, -0.0135, -0.0114, -0.0345
Si, 1.3386, 6.7956, 25.6638, -0.023, -0.0007, -0.0196
Si, 6.8031, 6.7233, 25.7477, -0.0008, -0.004, -0.0504
Si, 3.9997, 9.4661, 25.9563, 0.0025, 0.0218, -0.0391
Si, 9.4827, 9.4415, 25.7974, -0.0102, -0.0084, -0.0304
Si, 2.6346, -0.1314, 27.2857, 0.0156, 0.0001, -0.0063
Si, 8.137, -0.0671, 27.139, 0.0473, 0.0194, -0.0077
Si, 0.0798, 2.6544, 27.206, -0.0088, -0.0097, 0.0022
Si, 5.453, 2.7226, 27.1047, -0.0207, -0.0156, 0.0028
Si, 2.6646, 5.4154, 27.1013, 0.0217, 0.027, 0.0056
Si, 8.1908, 5.368, 27.1254, 0.0059, 0.006, 0.0271
Si, 0.0104, 8.1526, 27.126, 0.0188, 0.0072, 0.0074
Si, 5.5122, 8.1421, 27.1754, -0.0026, -0.0042, 0.0145
Si, 4.0857, 1.3269, 28.4911, 0.0273, 0.0205, -0.0181
Si, 9.5462, 1.3178, 28.5003, -0.0236, -0.033, -0.0166
Si, 1.3867, 4.0675, 28.557, 0.0416, -0.0103, 0.0309
Si, 6.8083, 4.061, 28.5177, 0.0018, -0.0077, 0.0115
Si, 4.0812, 6.7795, 28.4829, -0.0095, -0.0506, -0.021
Si, 9.5566, 6.7799, 28.4769, 0.011, -0.0124, -0.0242
Si, 1.2945, 9.4828, 28.6216, -0.047, -0.0477, 0.0643
Si, 6.8233, 9.5382, 28.5547, 0.0018, -0.0105, 0.0344
Si, -0.0455, -0.0197, 29.9285, 0.0201, -0.0232, -0.018
Si, 5.4517, -0.0129, 29.8909, -0.0056, -0.0139, -0.0055
Si, 2.7721, 2.7141, 29.8941, -0.021, 0.0296, -0.0063
Si, 8.1871, 2.7002, 29.8695, -0.0169, 0.0147, -0.0057
Si, -0.0167, 5.4391, 29.8839, -0.0169, -0.006, -0.0021
Si, 5.4542, 5.4475, 29.882, 0.0021, -0.0014, -0.0043
Si, 2.7386, 8.1404, 29.9057, -0.0263, 0.0477, -0.0183
Si, 8.2215, 8.1723, 29.8732, -0.0138, 0.0193, 0.006
Si, 1.3689, 1.3746, 31.2457, 0.0022, -0.0009, 0.0033
Si, 6.8211, 1.3668, 31.2554, 0.0167, -0.0022, 0.0055
Si, 4.1153, 4.0842, 31.2736, -0.0021, -0.0071, -0.0053
Si, 9.5463, 4.0811, 31.2449, 0.0003, 0.0043, 0.002
Si, 1.3547, 6.8071, 31.2653, 0.0062, 0.0013, 0.0084
Si, 6.8266, 6.8413, 31.2374, -0.0017, -0.0059, -0.0011
Si, 4.0879, 9.5603, 31.2555, 0.0083, -0.0059, 0.0016
Si, 9.5471, 9.5426, 31.2832, 0.0032, 0.0008, -0.0008
Si, 2.7452, 0.0231, 0.6686, -0.0174, -0.0034, -0.0064
Si, 8.197, 0.0128, 0.6673, -0.0018, 0.004, 0.0068
Si, 0.0087, 2.7523, 0.6719, 0.0052, -0.0026, 0.0096
Si, 5.4857, 2.7467, 0.7048, -0.006, 0.0111, -0.01
Si, 2.7374, 5.4618, 0.6733, 0.0002, -0.01, 0.0052
Si, 8.2012, 5.4867, 0.6556, 0.0046, 0.011, -0.005
Si, 0.0157, 8.2097, 0.6963, -0.0059, 0.006, -0.0133
Si, 5.4797, 8.2246, 0.681, -0.0047, 0.008, -0.0016
Si, 4.103, 1.388, 2.0647, -0.0017, -0.0113, 0.0021
Si, 9.5942, 1.3643, 2.0261, -0.0427, 0.0189, 0.0189
Si, 1.3608, 4.1398, 2.0544, 0.0252, -0.0175, 0.0004
Si, 6.8407, 4.1586, 2.0436, 0.0333, -0.0245, 0.0302
Si, 4.0955, 6.85, 2.0284, 0.0117, 0.0024, 0.0226
Si, 9.575, 6.8414, 2.0474, -0.0137, -0.0101, -0.0078
Si, 1.3749, 9.6232, 2.041, 0.0245, -0.0012, 0.0287
Si, 6.8285, 9.6347, 2.0479, 0.0265, -0.0334, 0.0066
Si, 0.0454, 0.0561, 3.452, 0.0212, -0.0315, 0.0349
Si, 5.4794, 0.0463, 3.4559, -0.0203, 0.0142, 0.0446
Si, 2.7244, 2.7777, 3.4068, -0.0431, -0.0137, -0.0087
Si, 8.248, 2.7805, 3.3429, 0.0482, 0.0482, -0.0732
Si, 0.0038, 5.5035, 3.4563, 0.0354, 0.0711, 0.0559
Si, 5.4729, 5.532, 3.4253, -0.0087, 0.0064, 0.0158
Si, 2.7495, 8.2616, 3.3812, -0.0599, -0.0145, -0.0043
Si, 8.2289, 8.2677, 3.3697, 0.0411, 0.0822, -0.0099
Si, 1.3731, 1.4702, 4.8498, -0.0257, 0.0365, -0.0559
Si, 6.9052, 1.4847, 4.7275, -0.0217, -0.067, 0.0346
Si, 4.0651, 4.1589, 4.7584, -0.0051, 0.0637, 0.0328
Si, 9.6007, 4.0732, 4.7837, -0.0229, -0.0288, -0.0209
Si, 1.3899, 6.9475, 4.7941, 0.0163, -0.0386, -0.0648
Si, 6.8316, 7.0015, 4.7352, -0.0363, -0.014, 0.0471
Si, 4.0976, 9.5692, 4.7972, 0.0449, 0.0018, 0.0266
Si, 9.5969, 9.6137, 4.7863, -0.081, 0.0144, -0.0275
Si, 2.7738, 0.0639, 6.1225, 0.1029, 0.0367, -0.0718
Si, 8.2926, 0.1264, 6.0961, -0.033, -0.0157, 0.0535
Si, 0.0165, 2.8065, 6.3144, -0.0005, -0.0116, 0.0453
Si, 5.516, 2.8456, 6.0825, -0.0202, -0.0064, -0.009
Si, 2.7533, 5.6033, 6.1467, 0.0692, -0.0216, 0.0522
Si, 8.2393, 5.5846, 5.9433, -0.0244, -0.0067, -0.0122
As, 0.0527, 8.3218, 6.3743, 0.0004, -0.0407, -0.0842
Si, 5.501, 8.3103, 6.2443, -0.0009, 0.0044, 0.0438
Si, 4.4285, 1.1979, 7.3484, 0.0569, -0.0367, -0.0722
Si, 9.7944, 1.1698, 7.6293, 0.0356, -0.032, -0.0927
Si, 1.1911, 4.5002, 7.5127, 0.0181, 0.0158, -0.0538
Si, 6.6395, 4.5415, 7.2679, -0.0617, 0.067, -0.0336
Si, 4.3227, 6.7151, 7.5659, -0.0262, -0.034, -0.2272
Si, 9.695, 6.5355, 7.5245, -0.0579, 0.1506, 0.0193
Si, 1.3346, 10.0644, 7.7364, -0.0141, -0.3281, 0.2255
Si, 6.7232, 9.9761, 7.4372, 0.0219, 0.0175, -0.2218
O, 9.5795, 1.2367, 23.9745, 0.0169, 0.0118, 0.0083
O, 4.099, 6.8019, 23.9393, 0.0144, 0.0158, 0.0069
O, 4.0129, 1.2365, 24.0248, -0.0051, -0.0011, 0.0072
O, 9.5359, 6.6973, 23.8928, -0.01, 0.0023, 0.0065
O, -0.002, 5.5681, 8.0347, -0.0768, 0.0496, -0.0443
O, 5.5844, 0.1486, 7.9186, -0.0815, 0.0173, 0.046
O, 0.0495, 0.0847, 8.1696, 0.0556, 0.0504, -0.0594
O, 5.5217, 5.6106, 7.8791, 0.103, -0.0401, 0.0392
O, 7.6157, 3.9948, 8.4541, 0.0388, -0.0425, 0.0435
O, 8.7324, 7.09, 8.7377, 0.0262, -0.0434, 0.0173
O, 2.1742, 9.4368, 9.0228, 0.0675, 0.0718, 0.0375
O, 8.8771, 1.6896, 8.9169, -0.0705, 0.0733, 0.077
O, 7.6385, 9.5045, 8.7208, 0.0431, -0.0593, 0.0862
O, 3.5801, 1.8023, 8.6087, -0.0371, 0.0668, 0.0558
O, 3.5752, 7.2132, 8.9633, -0.0496, 0.0792, 0.1019
O, 2.0757, 4.0111, 8.8152, 0.0719, -0.0576, 0.0601
O, 8.1407, 3.496, 23.362, -0.0317, 0.0307, -0.0292
O, 0.4526, 4.9336, 22.9513, 0.0292, -0.0542, -0.0435
O, 1.8996, 2.7419, 23.2417, -0.042, 0.0244, -0.0487
O, 5.8326, 4.9135, 23.113, 0.0438, -0.0388, -0.0438
O, 5.526, 9.9789, 23.5102, 0.0251, -0.0263, -0.0228
O, 2.447, 8.6989, 23.0235, -0.0358, 0.0366, -0.0476
O, 0.1885, 10.0657, 23.0861, 0.0417, -0.0328, -0.0535
O, 7.79, 8.5731, 23.0721, -0.0478, 0.0402, -0.0484
Si, 8.6619, 7.6969, 18.4427, -0.0001, 0.0001, -0.0022
Si, 8.7865, 6.3576, 13.6392, -0.0018, 0.0049, 0.054
Si, 3.7951, 1.541, 14.7516, -0.0022, -0.0028, 0.0409
Si, 2.1392, 5.7519, 17.633, -0.0064, -0.0022, 0.0074
Si, 2.4169, 3.1443, 19.4879, -0.0112, 0.0055, -0.005
Si, 9.8181, 9.0331, 12.0963, 0.0084, 0.0078, 0.0393
Si, 1.3319, 9.4232, 22.0724, 0.0068, -0.0028, 0.0336
Si, 9.1744, 0.964, 13.204, 0.0021, 0.0003, 0.0516
Si, 1.4261, 5.0568, 13.0419, 0.0047, 0.0082, 0.0548
Si, 1.7955, 8.2592, 12.8406, 0.0036, 0.0031, 0.0335
Si, 6.6495, 9.5507, 22.4241, 0.0136, -0.0194, 0.0186
Si, 4.5285, 4.604, 15.7182, 0.0017, 0.0059, 0.0319
Si, 8.2113, 3.0339, 9.6067, 0.0356, -0.0402, -0.0413
Si, 0.8426, 8.2476, 19.263, 0.0012, 0.0085, -0.0006
Si, 6.9496, 1.3493, 21.0922, 0.0048, -0.0037, -0.0198
Si, 8.2347, 8.3402, 9.6956, 0.0202, 0.0189, -0.0525
Si, 10.89, 5.2088, 15.6184, 0.0024, 0.0008, 0.029
Si, 7.5714, 9.5015, 16.3257, -0.0003, -0.0051, 0.0247
Si, 9.9299, 2.0563, 20.2978, -0.0008, 0.0007, -0.0111
Si, 3.2254, 8.5041, 9.9416, -0.0781, 0.0447, -0.1289
Si, 6.6975, 3.3439, 17.4081, 0.0021, 0.0035, 0.0131
Si, 1.1669, 0.2121, 19.8018, 0.0024, -0.0075, -0.0128
Si, 3.233, 2.8146, 12.3189, -0.0053, -0.0065, 0.0452
Si, 7.2226, 5.3909, 19.6809, 0.0016, -0.0087, -0.0043
Si, 5.7514, 8.676, 11.56, -0.003, 0.0031, 0.0272
Si, 5.784, 6.0743, 13.2108, 0.0016, 0.0021, 0.0492
Si, 4.636, 9.7042, 17.6325, -0.0013, -0.0065, 0.01
Si, 1.0218, 3.5974, 22.1671, -0.0002, 0.027, 0.0377
Si, 4.8981, 1.4848, 18.8008, 0.0039, -0.002, -0.0008
Si, 3.1984, 3.0765, 9.5394, -0.0531, 0.0173, -0.0468
Si, 6.4535, 10.8258, 13.8036, -0.0023, -0.0028, 0.0417
Si, 10.351, 0.1185, 15.979, 0.0042, 0.0058, 0.02
Si, 5.6615, 3.6569, 11.1701, -0.0056, -0.0026, 0.0314
Si, 9.8508, 3.8995, 11.9209, -0.0053, -0.0073, 0.0364
Si, 2.3449, 9.9261, 15.5637, -0.0026, -0.0053, 0.0243
Si, 6.0783, 8.1158, 19.8015, -0.003, 0.0072, -0.0065
Si, 6.937, 3.9727, 22.3691, -0.0057, 0.0185, 0.0201
Si, 9.7535, 2.7792, 17.3678, 0.0019, -0.0002, 0.0168
O, 7.1957, 6.3799, 13.9768, 0.0041, 0.0004, -0.0243
O, 1.8852, 7.0612, 18.6809, 0.005, -0.0114, 0.0037
O, 10.2854, 4.0449, 16.5349, -0.002, -0.0006, -0.0098
O, 6.1665, 9.9595, 17.0567, 0.0078, -0.0035, -0.0122
O, 10.1498, 0.695, 14.4691, 0.0027, -0.0043, -0.0173
O, 8.4495, 6.1136, 18.8537, 0.0031, 0.0052, 0.0063
O, 5.1722, 0.6901, 14.4406, -0.0008, 0.0017, -0.0217
O, 5.7167, 2.0531, 17.5181, 0.0032, 0.0032, -0.0067
O, 8.3468, 1.9402, 20.5563, 0.0095, 0.0013, 0.0153
O, 1.9896, 4.2998, 18.4009, 0.0039, 0.0125, -0.0024
O, 6.9681, 2.8054, 10.6522, -0.0264, 0.0115, -0.016
O, 4.8686, 2.7045, 12.2249, -0.003, -0.0014, -0.0245
O, 6.0327, 4.3936, 16.3472, -0.0017, 0.0014, -0.015
O, 4.573, 3.9045, 9.9341, 0.0251, -0.0025, 0.0066
O, 10.6885, 2.7741, 21.5562, -0.016, -0.0186, -0.0029
O, 9.7268, 6.1647, 14.969, 0.0039, -0.0018, -0.0169
O, 6.0104, 6.4804, 19.8371, 0.0001, -0.0005, 0.0138
O, 4.0826, 0.1698, 18.2847, 0.0004, -0.0029, 0.0031
O, 9.2554, 10.5537, 12.2721, -0.0007, 0.0089, -0.0239
O, 2.8576, 4.3594, 12.7176, -0.0048, 0.0046, -0.0325
O, 1.9114, 10.7076, 21.2117, -0.001, 0.017, -0.0069
O, 3.9946, 2.7249, 19.3791, 0.0053, -0.0049, 0.0113
O, 0.7304, 10.0422, 15.9696, 0.0008, 0.0002, -0.0132
O, 1.2785, 9.8049, 18.8375, 0.0001, -0.0014, 0.0008
O, 1.7116, 1.6663, 19.2703, 0.0034, 0.0003, 0.0108
O, 8.9403, 10.3964, 16.5052, -0.0027, -0.0031, -0.0084
O, 4.8755, 8.5788, 18.7958, -0.0052, 0.0045, -0.0018
O, 9.5909, 8.7502, 10.4943, 0.0146, 0.0057, 0.0216
O, 6.7526, 4.0808, 18.8565, -0.0018, -0.0094, -0.0028
O, 2.8403, 1.7157, 13.4209, 0.0036, -0.0012, -0.019
O, 5.828, 8.7644, 21.2673, -0.0093, -0.0175, -0.0157
O, 2.5383, 2.4491, 10.8905, 0.0022, 0.0041, 0.0067
O, 7.6219, 4.8479, 21.1706, 0.0065, 0.0171, -0.0158
O, 5.2107, 7.4804, 12.5555, 0.0014, -0.01, -0.0213
O, 0.4339, 9.0705, 12.5163, 0.0004, -0.004, -0.0231
O, 7.5824, 1.063, 13.5779, -0.0014, -0.0023, -0.0277
O, 7.114, 9.6389, 14.7496, 0.0016, -0.0015, -0.0134
O, 8.9757, 5.029, 12.7004, -0.0021, 0.0119, -0.0228
O, 8.0973, 8.0384, 16.913, -0.0051, 0.0076, -0.0134
O, 6.2137, 2.5745, 21.9036, -0.0009, -0.0188, 0.0094
O, 2.4642, 9.0718, 14.1223, 0.0019, 0.0072, -0.0111
O, 0.4306, 4.496, 11.8731, 0.0021, -0.0001, -0.0324
O, 0.8159, 8.3175, 20.9363, -0.0072, -0.0148, -0.016
O, 9.4048, 3.8298, 10.3556, 0.0041, 0.0109, 0.0036
O, 9.6611, 2.3843, 12.5351, 0.0005, -0.0082, -0.0248
O, 7.6218, 8.5595, 19.3944, 0.01, -0.0022, 0.0097
O, 2.5491, 8.1861, 11.3803, -0.0332, -0.0114, 0.0342
O, 3.9767, 3.0633, 15.3805, 0.0006, 0.0007, -0.0179
O, 0.8332, 4.4892, 14.4471, -0.0039, -0.0036, -0.0192
O, 10.0475, 2.9979, 18.9597, -0.0005, 0.0052, -0.0093
O, 9.1408, 7.8029, 12.9444, -0.0036, -0.0121, -0.018
O, 10.5134, 0.537, 20.0755, 0.0038, -0.0029, 0.0146
O, 6.0261, 5.0463, 11.9374, 0.0009, 0.0092, -0.0221
O, 8.1551, 2.7404, 17.009, -0.0011, 0.0005, -0.0065
O, 3.538, 5.4845, 16.7333, 0.0022, -0.0008, -0.0072
O, 4.6744, 9.1338, 10.3847, 0.0277, -0.0055, 0.0048
O, 1.5424, 6.6779, 13.1901, -0.0034, -0.0055, -0.0314
O, 4.7584, 5.4941, 14.349, -0.0009, -0.0041, -0.0199
O, 2.0485, 3.8555, 20.9198, 0.0185, -0.0072, -0.0186
O, 10.5554, 1.4181, 16.9456, 0.0006, -0.0034, -0.0068
O, 0.9521, 6.0783, 16.5552, -0.001, -0.0009, -0.01
O, 7.3296, 10.9502, 21.9398, 0.0022, 0.0216, 0.0083
O, 5.9336, 0.9138, 19.9157, -0.0194, -0.0026, -0.003
O, 6.0675, 10.0341, 12.4125, 0.0076, 0.0152, -0.0156
O, 2.8493, 0.5481, 15.6194, -0.0008, 0.0005, -0.0126
O, 7.0553, 8.0223, 10.7784, -0.0249, -0.0048, -0.0015
O, 10.2471, 8.0172, 18.6887, -0.0072, -0.0034, 0.0068
O, 3.4463, 9.1949, 16.5871, 0.0004, 0.0023, -0.0123

Results
free energy: -141734.284 eV
free energy less fixed offsets of As -4856.12, O -568.88, Si -635.61 eV per atom: -5.074 eV

The program warned: the cutoff lies below the one the program advises for these potential files; the forces do not sum to zero within the program's tolerance; the exchange-correlation potential is rough where the density is thin.
